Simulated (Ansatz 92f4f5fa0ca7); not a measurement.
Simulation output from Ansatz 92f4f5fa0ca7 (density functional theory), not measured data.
Periodic cell of 223 atoms, Si133O90, from a study of silicon, its oxide and their interface. The atomic structure is a simulated model.
Doubt: the cutoff is far below the 930 eV that the study's wrapper takes by default for these files, so forces and energies are approximate.
This geometry differs little from another in the collection (a relaxation step or a small displacement).

Settings: functional PBE; potential files Ansatz PAW; basis plane waves; wave-function cutoff 580 eV; density cutoff ratio 5; exchange-correlation grid ratio 1; k mesh 1 x 1 x 1, Gamma-centred; self-consistency stop 5e-08 eV per atom in the density residual; occupations fixed; spin none; net charge 0.

Cell vectors (angstrom)
a, 10.938, 0, 0
b, 0, 10.938, 0
c, 0, 0, 32.2385

Atoms: element, x, y, z (angstrom)
Si, 0.2432, -0.2264, 24.7438
Si, 5.8007, -0.1861, 24.8032
Si, 2.4098, 2.9269, 24.7289
Si, 8.016, 2.767, 25.0224
Si, 0.1546, 5.178, 24.6599
Si, 5.8444, 5.0961, 24.9594
Si, 2.4798, 8.4102, 24.4434
Si, 8.0945, 8.5745, 24.7865
Si, 1.3672, 1.3474, 26.1085
Si, 6.8223, 1.276, 26.3114
Si, 4.0698, 4.0535, 26.0896
Si, 9.6358, 4.0445, 26.1257
Si, 1.37, 6.822, 25.8986
Si, 6.9297, 6.8723, 26.05
Si, 4.1017, 9.5049, 25.8962
Si, 9.6262, 9.6256, 26.1713
Si, 2.7932, -0.0389, 27.3993
Si, 8.2604, -0.0249, 27.5589
Si, 0.0223, 2.6907, 27.4947
Si, 5.4208, 2.7202, 27.5046
Si, 2.723, 5.4966, 27.4018
Si, 8.2524, 5.4682, 27.4459
Si, 0.0359, 8.152, 27.4189
Si, 5.4612, 8.1878, 27.3933
Si, 4.1018, 1.3673, 28.8203
Si, 9.5708, 1.3673, 28.8203
Si, 1.3673, 4.1018, 28.8203
Si, 6.8362, 4.1018, 28.8203
Si, 4.1018, 6.8362, 28.8203
Si, 9.5708, 6.8362, 28.8203
Si, 1.3673, 9.5708, 28.8203
Si, 6.8362, 9.5708, 28.8203
Si, 0, 0, 30.1875
Si, 5.469, 0, 30.1875
Si, 2.7345, 2.7345, 30.1875
Si, 8.2035, 2.7345, 30.1875
Si, 0, 5.469, 30.1875
Si, 5.469, 5.469, 30.1875
Si, 2.7345, 8.2035, 30.1875
Si, 8.2035, 8.2035, 30.1875
Si, 1.3673, 1.3673, 31.5548
Si, 6.8362, 1.3673, 31.5548
Si, 4.1018, 4.1018, 31.5548
Si, 9.5708, 4.1018, 31.5548
Si, 1.3673, 6.8362, 31.5548
Si, 6.8362, 6.8362, 31.5548
Si, 4.1018, 9.5708, 31.5548
Si, 9.5708, 9.5708, 31.5548
Si, 2.7345, 0, 0.6835
Si, 8.2035, 0, 0.6835
Si, 0, 2.7345, 0.6835
Si, 5.469, 2.7345, 0.6835
Si, 2.7345, 5.469, 0.6835
Si, 8.2035, 5.469, 0.6835
Si, 0, 8.2035, 0.6835
Si, 5.469, 8.2035, 0.6835
Si, 4.1018, 1.3673, 2.0507
Si, 9.5708, 1.3673, 2.0507
Si, 1.3673, 4.1018, 2.0507
Si, 6.8362, 4.1018, 2.0507
Si, 4.1018, 6.8362, 2.0507
Si, 9.5708, 6.8362, 2.0507
Si, 1.3673, 9.5708, 2.0507
Si, 6.8362, 9.5708, 2.0507
Si, 0, 0, 3.418
Si, 5.469, 0, 3.418
Si, 2.7345, 2.7345, 3.418
Si, 8.2035, 2.7345, 3.418
Si, 0, 5.469, 3.418
Si, 5.469, 5.469, 3.418
Si, 2.7345, 8.2035, 3.418
Si, 8.2035, 8.2035, 3.418
Si, 1.3588, 1.3826, 4.8038
Si, 6.8053, 1.3974, 4.8337
Si, 4.1045, 4.1122, 4.7702
Si, 9.5435, 4.1112, 4.8055
Si, 1.3363, 6.8698, 4.763
Si, 6.8457, 6.8363, 4.7451
Si, 4.0672, 9.6271, 4.8185
Si, 9.5321, 9.5849, 4.7375
Si, 2.719, 0.062, 6.2682
Si, 8.1661, -0.035, 6.1421
Si, -0.0361, 2.7534, 6.1727
Si, 5.4951, 2.8412, 6.2395
Si, 2.6846, 5.4804, 6.0754
Si, 8.1935, 5.5037, 6.1721
Si, -0.0453, 8.2417, 6.0986
Si, 5.4903, 8.2268, 6.0711
Si, 3.8299, 1.794, 7.516
Si, 9.7268, 1.135, 7.4252
Si, 1.517, 3.9787, 7.4632
Si, 6.563, 4.543, 7.5862
Si, 4.2504, 6.691, 7.2999
Si, 9.393, 7.0502, 7.4763
Si, 0.9971, 9.8343, 7.4587
Si, 7.1, 9.2399, 7.458
O, 3.4798, 5.4671, 21.8882
O, 2.6361, 2.8603, 7.9051
O, 8.3812, 1.9747, 23.6347
O, 5.228, 7.583, 21.6302
O, -2.0141, 1.795, 8.7109
O, 5.3286, 5.5946, 7.8811
O, 6.9337, 9.6496, 24.256
O, 1.3104, 4.0615, 24.1958
O, 3.5485, 7.3975, 8.6013
O, 0.978, 4.6435, 8.8704
O, 8.2569, 8.1586, 7.9242
O, 3.7168, 10.0077, 9.2248
O, 7.1919, 4.347, 9.1017
O, 4.4961, 1.4803, 8.9987
O, 5.4648, 10.9462, 10.9937
O, 7.274, 2.3945, 10.7723
O, 6.9553, 3.9421, 24.6168
O, 10.2629, 5.754, 23.3293
O, 5.3084, 0.782, 23.56
O, 5.3278, 5.4704, 23.468
O, -1.5412, 7.3473, 18.338
O, 2.8997, 7.9093, 22.8971
O, 9.1239, 8.1633, 23.5435
O, -0.4213, 11.3544, 23.3869
Si, -9.2431, -5.1078, 16.2175
Si, -6.1302, 10.9517, 17.1339
Si, 1.7009, -2.6315, 14.6167
Si, -1.667, 6.8295, 22.5937
Si, 4.9233, 4.7091, 22.0785
Si, 11.6384, 14.0214, 16.4837
Si, -2.4099, 1.4781, 10.2621
Si, 4.521, 1.0062, 19.7624
Si, 2.1878, 7.0124, 11.7158
Si, 4.306, 1.6522, 22.6273
Si, -1.7504, 3.539, 17.8765
Si, 13.8504, 12.4714, 15.1925
Si, -1.5642, 4.7408, 12.3122
Si, -5.3494, 6.2536, 16.8455
Si, -6.2404, 5.3507, 12.1873
Si, -1.8597, 7.3813, 13.9971
Si, 10.3523, 1.9452, 12.6708
Si, -1.5046, 1.34, 22.5967
Si, 2.889, 8.6338, 9.4091
Si, 19.96, 7.8557, 19.8418
Si, 6.5892, 17.6517, 21.2582
Si, -1.7435, 11.0075, 19.963
Si, -6.1489, 8.664, 15.1391
Si, 6.8956, 3.9816, 10.6708
Si, 2.4402, 3.2671, 19.1761
Si, 3.1936, -4.7243, 18.8611
Si, -10.8533, 5.6051, 9.8309
Si, 15.2456, 4.3911, 15.1305
Si, -0.1828, 10.0864, 13.5124
Si, 6.9971, 1.5177, 18.3997
Si, -4.2146, -0.8838, 10.4446
Si, -15.5622, -2.9273, 12.7123
Si, -6.8009, 0.3594, 10.1234
Si, -0.2007, 13.4765, 20.306
Si, 12.9281, 0.7434, 12.424
Si, 19.6383, -4.3737, 17.0772
Si, 3.63, -3.8368, 21.6632
O, -2.8143, 10.8638, 10.4911
O, 5.3116, -1.3022, 16.3315
O, 1.6849, 7.6026, 13.1397
O, -6.0504, 4.6625, 13.6435
O, -4.9571, 5.2122, 20.9072
O, 1.3604, 1.9905, 15.4776
O, 4.0578, 0.7193, 21.2995
O, 7.4168, -3.3923, 20.1116
O, -3.2488, 13.8684, 18.0024
O, 9.8798, 3.5753, 19.3665
O, -1.1911, 8.7823, 13.3967
O, 1.3463, 9.5973, 24.2085
O, 1.0721, 7.1834, 15.5944
O, -2.7964, 0.4154, 18.7684
O, -0.8085, 2.6204, 16.8865
O, 6.0367, 12.5707, 19.7229
O, -1.7817, -3.7346, 15.6345
O, 1.6709, 3.1995, 17.7679
O, 15.3994, -0.2812, 18.7282
O, -2.2975, 0.4513, 21.4668
O, -1.0863, 1.7114, 11.148
O, 3.2412, 4.6598, 19.3617
O, 5.4386, 6.7855, 12.1337
O, -1.2361, 3.3664, 13.1807
O, 20.3947, 9.4189, 19.891
O, -7.0603, 2.8368, 15.1766
O, 3.531, 13.0374, 19.123
O, 2.9584, 8.2549, 10.9867
O, -6.3345, 6.5704, 18.1096
O, 13.8768, 0.735, 13.7647
O, -4.0348, 8.7743, 11.4118
O, 3.0014, -3.681, 20.1305
O, 7.51, -3.5021, 13.6289
O, 0.7624, -1.294, 14.7782
O, 1.9638, -4.6882, 17.7825
O, 3.4817, 0.582, 16.3798
O, 7.8256, 4.78, 11.7677
O, 1.4075, 8.9683, 8.8113
O, 0.6418, -6.3189, 15.9246
O, -7.8203, 5.6726, 11.8939
O, -8.01, 11.7517, 11.1074
O, -0.0878, 0.0386, 7.9723
O, -0.3866, 0.9883, 19.7464
O, 7.0927, 6.6187, 17.2893
O, 1.3575, 2.9965, 20.3623
O, -1.2481, 6.0514, 13.2409
O, -5.5185, 9.0003, 13.6692
O, 4.9255, -7.8441, 22.1449
O, 0.9746, 6.6483, 10.7016
O, 0.9581, -11.495, 12.327
O, 7.7039, 6.3729, 22.4285
O, 10.2721, 4.6932, 10.9487
O, -4.8592, 11.9913, 17.1278
O, 10.1904, 2.5796, 21.8402
O, -0.9618, 11.5478, 13.6119
O, 9.8468, 7.138, 21.0839
O, 11.9812, 2.0783, 12.5483
O, -15.4558, -1.2483, 8.884
O, 5.2318, -3.7743, 15.5432
O, 9.1233, 5.0065, 17.2133
O, -5.5134, 15.648, 16.2942
O, 14.1188, 8.7541, 15.06
O, 2.9356, 2.0259, 23.4345
O, -0.9524, 6.4354, 8.8863
O, 5.3461, 4.3288, 11.0772
O, -7.8839, 5.3919, 15.436

Results
free energy: -135736.371 eV
free energy less fixed offsets of O -568.88, Si -635.61 eV per atom: -1.041 eV

Forces (eV/angstrom), in the order of the atoms: element, x, y, z
Si, 0.0004, 0.0058, 0.1544
Si, -0.0204, -0.0226, 0.0048
Si, 0.0485, -0.0108, 0.1332
Si, 0.0289, -0.0067, 0.0014
Si, 0.0147, -0.0085, -0.0163
Si, -0.025, 0.083, 0.0903
Si, -0.0426, 0.0316, -0.0178
Si, 0.0018, -0.0567, 0.1148
Si, -0.0037, -0.0157, -0.0461
Si, 0.0092, -0.0048, -0.0004
Si, -0.0397, -0.0047, -0.0609
Si, -0.0016, -0.0127, 0.0162
Si, -0.0071, -0.0013, 0.0186
Si, -0.0072, 0.0017, -0.0468
Si, 0.0171, 0.025, 0.0306
Si, 0.0232, 0.0109, -0.0644
Si, -0.0065, 0.0025, -0.0104
Si, 0.0032, 0.01, 0.0106
Si, 0.0005, -0.0078, 0.0022
Si, -0.0171, -0.0159, 0.0356
Si, 0.0232, 0.0011, 0.0047
Si, -0.0017, 0.0325, 0.0158
Si, -0.0113, -0.004, 0.0085
Si, 0.0058, -0.031, -0.0098
Si, -0.2096, -0.3896, 0.2948
Si, 0.186, 0.1806, 0.7448
Si, 0.1254, 0.148, -0.1077
Si, 0.0091, 0.1329, -0.1345
Si, -0.025, 0.036, -0.2728
Si, 0.2644, -0.0593, 0.0578
Si, 0.22, -0.1442, -0.3943
Si, -0.2078, -0.3305, 0.0564
Si, -0.0375, 0.1028, -0.0048
Si, -0.038, 0.0198, 0.0022
Si, -0.0331, -0.0189, -0.0157
Si, 0.0551, -0.0264, 0.0103
Si, -0.0321, 0.0196, 0.0029
Si, 0.0042, 0.0274, -0.043
Si, 0.0233, 0.0395, -0.0213
Si, -0.0927, -0.0468, -0.022
Si, 0.0134, -0.0122, -0.0061
Si, -0.0106, 0.0044, -0.0272
Si, 0.0458, -0.0491, -0.0197
Si, -0.0172, 0.0299, -0.0181
Si, 0.0149, -0.0217, -0.0318
Si, 0.0429, -0.0255, 0.0011
Si, 0.0215, -0.0273, -0.0242
Si, 0.0212, -0.0188, -0.0259
Si, 0.023, 0.0256, 0.0123
Si, -0.0162, 0.0492, 0.0206
Si, -0.0562, -0.0092, 0.0133
Si, 0.0022, 0.0026, 0.0236
Si, -0.0326, 0.0419, 0.0203
Si, 0.0098, -0.0066, 0.0263
Si, -0.0099, -0.0296, 0.0198
Si, -0.053, 0.0541, 0.0069
Si, -0.0091, -0.0041, -0.0055
Si, 0.0501, -0.0214, 0.0311
Si, 0.0369, -0.0217, 0.0384
Si, -0.0349, -0.0136, -0.002
Si, 0.0964, -0.0084, 0.0226
Si, -0.0325, 0.0011, -0.0302
Si, 0.0152, 0.0264, -0.006
Si, 0.0373, -0.0884, 0.0262
Si, 0.0461, 0.1221, -0.0453
Si, -0.1571, 0.2759, 0.2267
Si, 0.0472, -0.1063, -0.0064
Si, -0.1378, -0.0443, 0.2028
Si, -0.2244, 0.0128, 0.0409
Si, 0.0019, -0.0143, -0.2401
Si, 0.036, 0.2495, 0.0874
Si, -0.0442, -0.0559, -0.4704
Si, 0.0251, -0.0164, -0.0089
Si, -0.0099, 0.0037, -0.008
Si, 0.0059, -0.0111, -0.0166
Si, 0.0024, 0.0057, -0.0075
Si, -0.0048, 0.004, -0.0039
Si, 0.0012, 0.0013, -0.0158
Si, -0.0073, 0.0039, -0.0041
Si, -0.0013, -0.0087, -0.0243
Si, 0.0024, 0.0058, 0.0183
Si, -0.0117, 0.0241, -0.0149
Si, -0.0429, 0.0066, -0.0151
Si, 0.0078, -0.011, 0.0107
Si, -0.021, 0.0231, -0.0192
Si, 0.0125, -0.0059, 0.0149
Si, 0.0091, -0.0167, 0.0119
Si, -0.0121, 0.0122, -0.0061
Si, 0.0074, -0.0453, -0.0668
Si, 0.0132, 0.0219, -0.0042
Si, 0.0077, 0.0112, 0.0331
Si, 0.0122, -0.0196, -0.0509
Si, 0.0003, 0.0326, -0.0054
Si, 0.017, -0.026, -0.0484
Si, 0.0695, -0.0282, -0.0582
Si, -0.0294, -0.0171, 0.0132
O, 0.0027, 0.0073, 0.0079
O, -0.034, 0.0193, 0.0211
O, -0.007, 0.0034, -0.0062
O, 0.0075, -0.004, 0.0112
O, -0.0219, 0.0009, 0.0322
O, 0.0051, -0.0021, 0.0192
O, -0.0195, 0.0334, -0.0414
O, -0.0249, 0.0313, -0.0369
O, -0.0085, -0.015, 0.0096
O, -0.0043, 0.0015, -0.0048
O, 0, 0.0032, 0.0204
O, 0.0089, 0.0081, 0.0012
O, 0.0094, -0.0042, 0.0598
O, 0.0138, -0.0016, 0.0438
O, 0.0187, -0.0072, -0.0041
O, 0.0045, -0.0035, -0.0078
O, 0.0294, -0.0459, -0.0211
O, -0.0095, 0.0098, -0.0019
O, -0.0142, 0.0217, -0.0121
O, -0.0089, -0.0091, -0.0332
O, -0.0037, -0.0024, -0.0057
O, 0.0228, -0.0222, -0.0304
O, 0.0178, -0.0052, -0.0392
O, -0.028, 0.0235, -0.0556
Si, -0.0038, 0.0121, 0.0073
Si, -0.0024, 0.0013, -0.0002
Si, -0.0012, -0.003, 0.0029
Si, 0.015, 0.0043, -0.0079
Si, -0.0051, -0.0116, 0.0037
Si, -0.0016, 0.0032, -0.0029
Si, -0.0104, 0.001, -0.005
Si, -0.0134, 0.012, 0.0063
Si, -0.0102, 0.0147, -0.0039
Si, -0.01, -0.0035, -0.0044
Si, 0.0056, 0.0045, -0.0035
Si, -0.0003, -0.0021, 0.0036
Si, -0.003, 0.0028, 0.0011
Si, -0.0006, 0.0043, 0.0076
Si, -0.001, -0.0054, 0.0138
Si, 0.0057, -0.0061, 0.0115
Si, -0.0046, 0.0035, 0.0139
Si, 0.0201, -0.0121, 0.0001
Si, -0.0044, 0.019, 0.0088
Si, 0.0099, -0.0125, 0.0064
Si, 0.005, -0.0051, -0.0092
Si, -0.0034, -0.0057, 0.0033
Si, -0.0038, -0.0011, 0.0062
Si, 0.0109, 0.0015, -0.0028
Si, 0.021, -0.01, 0.004
Si, -0.0002, 0.0109, -0.0009
Si, 0.0037, 0.009, 0.0119
Si, 0.0036, 0.0012, 0.0077
Si, 0.0043, -0.0037, 0.0153
Si, -0.0007, -0.0023, -0.0016
Si, -0.0046, 0.0028, -0.0046
Si, 0.0051, -0.0014, 0.0037
Si, -0.0012, -0.0025, -0.0191
Si, 0.0033, 0.0075, 0.0096
Si, 0.0157, -0.0055, 0.0082
Si, 0.0021, 0.0024, 0.0055
Si, -0.0155, 0.0052, -0.0096
O, -0.014, -0.006, -0.0102
O, -0.0001, 0.0022, -0.0014
O, -0.003, 0.0046, 0.0076
O, -0.0048, 0.0017, 0.0024
O, 0.0027, 0.0042, -0.0047
O, 0.0001, 0.0033, -0.0055
O, 0.0085, 0.0017, -0.0168
O, 0.006, 0.0088, 0.0004
O, 0.0047, -0.0005, 0.0001
O, -0.0013, -0.0014, -0.0027
O, 0.0003, 0.0034, -0.0091
O, 0.0192, -0.0304, -0.0307
O, 0.0024, -0.0019, -0.0011
O, 0, 0.0015, -0.0014
O, -0.0035, 0.0004, 0.0015
O, -0.0127, -0.0066, 0.0051
O, -0.0024, -0.0004, -0.0025
O, 0.0015, -0.0013, -0.0026
O, 0.0015, 0.0034, -0.0015
O, -0.0014, -0.0046, -0.0138
O, 0.0058, -0.0015, -0.0029
O, -0.0096, -0.0112, 0.0045
O, 0.0099, 0.0088, -0.0071
O, 0.0011, -0.0019, -0.0037
O, 0.0005, 0.0061, 0.0064
O, 0.0022, 0.0079, -0.0066
O, 0.0091, 0.005, 0.0146
O, -0.0017, -0.0133, 0.0092
O, 0.0034, -0.0017, -0.0081
O, -0.0004, 0.0033, -0.0005
O, 0.0001, 0.0029, -0.0035
O, -0.0032, -0.0042, -0.0041
O, -0.0032, 0.0029, -0.0116
O, 0.0009, 0.0017, -0.0035
O, 0.0035, -0.0051, -0.0067
O, 0.0065, 0.0007, -0.0015
O, 0.0096, 0.0031, -0.0013
O, -0.0055, -0.0146, 0.0254
O, 0.0016, -0.0052, 0.0009
O, 0.0099, -0.0058, -0.0079
O, -0.0169, 0.0039, 0.0058
O, -0.0316, 0.0328, 0.0327
O, 0.0005, -0.0039, -0.0009
O, 0.0024, 0, -0.0022
O, 0.0125, -0.0033, -0.0084
O, -0.0018, 0.0064, -0.0047
O, 0.0009, 0.0002, -0.0054
O, 0.0045, 0.0063, 0.0099
O, 0.0078, -0.0011, -0.0045
O, -0.0039, -0.0006, -0.0126
O, -0.0224, -0.0047, 0.0024
O, -0.0069, -0.0044, 0.0039
O, -0.0027, -0.004, 0.0021
O, -0.0001, -0.0017, -0.002
O, -0.0009, 0.0005, -0.0082
O, 0.0015, 0.0067, -0.0193
O, -0.0005, 0.0026, -0.0113
O, 0.0118, 0.0101, 0.0285
O, 0.0007, 0.0002, -0.0006
O, -0.0008, -0.0046, 0.0017
O, -0.0023, -0.0031, -0.0051
O, 0.0048, 0.0004, -0.0056
O, 0.0274, -0.025, -0.0533
O, 0.015, -0.0114, 0.0271
O, -0.0062, 0.0077, -0.0053
O, 0, -0.0038, -0.0016

The program warned: the cutoff lies below the one the program advises for these potential files; the forces do not sum to zero within the program's tolerance; the exchange-correlation potential is rough where the density is thin.
